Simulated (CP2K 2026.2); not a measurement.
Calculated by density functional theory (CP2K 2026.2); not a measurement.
Periodic cell of 504 atoms, Si360O144, from a study of silicon, its oxide and their interface. The atomic structure is a simulated model.
Doubt: the forces sum to 1.40 eV/angstrom along one axis rather than to zero, so they err by at least 0.0028 eV/angstrom per atom on average; the grid cutoff is modest.

Settings: functional PBE; method Gaussian and plane waves; basis set DZVP-MOLOPT-SR-GTH; pseudopotentials GTH-PBE; grid cutoff 300 Ry, relative cutoff 40 Ry; k points Gamma only; occupations fixed; spin none; net charge 0.

Cell vectors (angstrom)
a 16.32 0 0
b 0 16.32 0
c 3.3796 2.0096 33.359

Atoms and the computed forces on them: element, x, y, z (angstrom), force x, y, z (eV/angstrom)
Si 1.686 -1.5 0.117 -0.183 -0.071 0.751
Si 3.583 1.48 -0.016 0.39 0.045 0.686
Si 1.372 3.734 0.117 0.03 0.281 0.656
Si 4.43 6.527 -0.049 -0.282 0.051 0.797
Si 1.11 -6.75 0.199 0.212 -0.017 0.67
Si 3.793 -3.833 0.054 0.082 -0.02 0.684
Si 7.125 -1.617 -0.034 -0.216 0.117 0.768
Si 9.785 1.172 0.126 -0.113 0.123 0.816
Si 6.629 4.245 -0.094 0.2 -0.214 0.767
Si 9.397 7.05 0.248 0.052 -0.204 0.795
Si 6.981 9.021 -0.042 -0.265 0.387 0.759
Si -7.11 -3.975 0.06 0.14 -0.069 0.738
Si -4.433 -1.135 0.008 0.185 -0.146 0.784
Si -1.69 1.692 0.258 -0.042 -0.155 0.836
Si -3.801 3.968 0.009 -0.265 0.175 0.712
Si -1.497 7.16 0.218 0.114 -0.263 0.729
Si -3.701 -6.938 0.071 -0.268 0.204 0.73
Si -0.865 -4.333 -0.002 -0.259 0.154 0.821
Si 2.708 0.005 1.547 0.004 0.008 -0.027
Si 5.384 2.636 1.128 -0.034 0.013 -0.057
Si 2.669 5.432 1.16 0.033 -0.001 -0.048
Si 5.47 8.02 1.437 -0.026 -0.012 -0.059
Si 2.72 -5.473 1.355 0.001 0.001 -0.042
Si 5.442 -2.689 1.283 0.029 0.019 -0.054
Si 8.185 -0.032 1.349 0.007 0.013 -0.052
Si -5.372 2.776 1.36 0.037 -0.02 -0.029
Si 8.162 5.388 1.355 -0.046 0.004 -0.035
Si -5.378 8.315 1.408 0.055 -0.015 -0.026
Si 8.002 10.788 1.274 -0.021 -0.073 -0.039
Si -5.504 -2.763 1.324 -0.009 0.004 -0.048
Si -2.815 -0.029 1.357 -0.006 -0.029 -0.064
Si -0.077 2.704 1.603 -0.029 -0.008 -0.037
Si -2.652 5.476 1.377 0.004 0.041 -0.041
Si -0.049 8.23 1.668 0.021 0.005 0.006
Si -2.586 -5.348 1.346 0.031 0.027 -0.073
Si 0.11 -2.722 1.374 -0.013 0.017 -0.059
Si 1.29 1.303 2.868 0.003 -0.006 0.02
Si 4.054 4.046 2.572 -0.017 -0.004 0.019
Si 1.416 6.76 2.716 0.009 -0.054 -0.009
Si 4.105 9.485 2.69 -0.006 -0.012 -0.013
Si 1.404 -4.102 2.781 -0.002 -0.012 0.011
Si 4.165 -1.345 2.759 0.001 -0.04 0.034
Si 6.756 1.35 2.609 0.01 0.035 -0.035
Si 9.531 4.066 2.71 0.024 0.011 0.004
Si 6.838 6.717 2.796 0.022 -0.007 0.009
Si 9.487 9.594 2.711 -0.041 -0.003 0.021
Si 6.722 12.197 2.669 0.012 0.03 0.029
Si -6.817 -1.398 2.742 0.016 0.014 0.043
Si -4.089 1.37 2.767 -0.01 0.008 0.035
Si -1.365 4.164 2.851 -0.025 0.01 0.043
Si -4.069 6.838 2.717 0.017 0.004 0.023
Si -1.396 -6.687 2.901 -0.018 0.042 0.013
Si -4.06 -4.054 2.665 -0.015 -0.03 -0.02
Si -1.37 -1.381 2.664 0.024 0.013 -0.024
Si -0.066 -0.068 4.143 -0.008 -0.022 0.017
Si 2.726 2.729 4.061 0.022 0.057 -0.036
Si 0.048 5.478 4.148 0.001 0.011 0.008
Si 2.748 8.14 4.071 -0.013 0.018 -0.012
Si 0.028 -5.386 4.192 -0.012 0.021 -0.002
Si 2.774 -2.722 4.097 -0.002 -0.011 -0.024
Si 5.484 0.029 4.093 0.006 -0.014 0.008
Si 8.134 2.692 4.016 -0.024 -0.013 -0.014
Si 5.403 5.363 4.054 -0.018 -0.007 -0.038
Si 8.191 8.158 4.082 -0.013 -0.016 -0.024
Si 5.418 10.856 4.079 0.017 0.012 0.01
Si 8.119 -2.766 4.052 0.002 0.004 -0.024
Si -5.466 -0.005 4.096 -0.002 -0.005 -0.032
Si -2.73 2.732 4.131 0.019 -0.038 -0.033
Si -5.442 5.457 4.067 0.03 -0.003 -0.042
Si -2.752 8.18 4.144 0.004 0.012 -0.027
Si -5.444 -5.395 4.058 0.001 0.016 -0.017
Si -2.722 -2.711 4.059 0.005 -0.01 0.005
Si 1.354 -1.383 16.283 -0.006 0.005 -0.001
Si 4.078 1.366 16.331 -0.004 0.018 0.01
Si 1.37 4.047 16.279 -0.005 0.003 -0.005
Si 4.084 6.808 16.3 0.009 0.014 -0.001
Si 1.366 -6.801 16.3 -0.007 -0.001 0.001
Si 4.091 -4.051 16.29 -0.003 0.012 0.009
Si 6.81 -1.356 16.331 0.001 -0.013 -0.003
Si -6.797 1.388 16.341 0.006 -0.01 0.004
Si 6.83 4.085 16.353 -0.01 0.004 0.012
Si -6.792 6.795 16.358 0.006 0.009 0.009
Si 6.815 9.525 16.308 0 0.01 0.001
Si -6.831 -4.078 16.313 0.001 0.007 -0.003
Si -4.09 -1.37 16.312 0.003 -0.004 0
Si -1.381 1.366 16.294 0.01 -0.012 0.002
Si -4.073 4.092 16.33 -0.004 -0.001 0.003
Si -1.383 6.803 16.272 0.002 -0.02 -0.004
Si -4.104 9.477 16.31 -0.013 -0.007 0.009
Si -1.353 -4.074 16.31 0.007 0.005 0.006
Si 2.68 -0.013 17.636 -0.008 -0.013 0.023
Si 5.473 2.709 17.699 -0.003 -0.028 0.001
Si 2.748 5.391 17.619 -0.009 0.009 0.008
Si 5.431 8.195 17.649 -0.004 -0.023 0.012
Si 2.709 -5.389 17.627 0.005 -0.016 -0.005
Si 5.466 -2.735 17.684 -0.009 -0.007 0.03
Si 8.144 0.037 17.691 -0.001 0.001 0.006
Si -5.415 2.733 17.702 -0.012 0.015 0.02
Si 8.182 5.445 17.741 0.009 0.001 0.053
Si -5.448 8.148 17.748 0.012 0.007 0.019
Si 8.162 10.871 17.697 -0.021 0.019 0.009
Si -5.495 -2.699 17.658 0 -0.006 0.023
Si -2.703 -0.029 17.656 -0.007 0 -0.001
Si -0.027 2.732 17.639 0.004 -0.008 0.034
Si -2.735 5.491 17.678 0.025 0.002 0.008
Si 0.002 -8.2 17.618 -0.015 0.017 0.015
Si -2.704 -5.493 17.604 0.03 0.014 0.024
Si -0.002 -2.701 17.689 0.002 0.019 0.003
Si 1.224 1.269 18.983 -0.019 -0.05 -0.029
Si 4.082 4.047 19.02 -0.011 0.019 -0.009
Si 1.374 6.738 18.936 -0.026 -0.009 -0.039
Si 4.1 -6.695 18.969 0.023 0.03 -0.027
Si 1.355 -4.072 19.029 -0.008 -0.022 0.009
Si 4.105 -1.319 18.973 -0.002 0.026 -0.039
Si 6.826 1.384 19.116 0.024 0.005 0.014
Si -6.715 4.109 19.117 -0.012 0.022 -0.045
Si 6.735 6.818 19.033 0.007 0.002 -0.021
Si -6.845 9.502 19.098 0.005 -0.011 0.011
Si 6.814 -4.11 19.084 -0.03 0.01 -0.021
Si 9.492 -1.301 19.054 0.044 -0.027 -0.015
Si -4.032 1.334 19.006 -0.017 0.002 -0.014
Si -1.322 4.171 18.993 0.024 0.031 -0.035
Si -4.055 6.818 19.131 0.009 0.012 0.018
Si -1.334 -6.84 18.984 -0.017 0.005 -0.053
Si -4.128 -4.157 18.882 0 -0.031 -0.044
Si -1.371 -1.36 19.076 0.005 -0.006 -0.001
Si -0.113 0.008 20.559 -0.011 0.029 0.04
Si 2.652 2.617 20.21 0.015 0.007 0.03
Si 0.072 5.457 20.425 0.01 -0.022 0.051
Si 2.716 8.192 20.149 -0.005 -0.015 0.014
Si 0.017 -5.492 20.353 0.034 -0.011 0.047
Si 2.743 -2.674 20.304 0.013 -0.003 0.029
Si 5.419 0.02 20.431 -0.037 -0.036 0.072
Si 8.24 2.731 20.473 0.006 -0.005 0.048
Si 5.388 5.43 20.41 -0.006 0.019 0.037
Si 8.052 8.177 20.456 -0.059 0.014 0.031
Si 5.417 -5.428 20.488 0.008 -0.006 0.035
Si 8.141 -2.681 20.413 -0.03 0.006 0.052
Si -5.401 0.022 20.412 -0.014 0.002 0.057
Si -2.658 2.762 20.263 -0.002 -0.004 0.003
Si -5.367 5.483 20.565 -0.007 -0.013 0.07
Si -2.646 -8.145 20.456 0.02 0.009 0.078
Si -5.404 -5.465 20.362 -0.004 0.016 0.071
Si -2.779 -2.84 20.225 0.007 0.022 0.045
Si 1.595 -1.178 21.665 -0.294 -0.054 -0.796
Si 3.713 1.122 21.636 0.219 0.027 -0.793
Si 1.229 3.772 21.608 -0.034 0.217 -0.728
Si 4.12 7.051 21.572 0.013 -0.256 -0.687
Si 1.281 -7.039 21.603 -0.037 0.21 -0.747
Si 4.274 -3.753 21.704 -0.064 -0.224 -0.777
Si 6.54 -1.569 21.752 0.114 0.13 -0.735
Si -6.418 1.649 21.79 -0.219 -0.187 -0.782
Si 7.056 4.354 21.681 -0.059 -0.076 -0.763
Si -7.095 6.619 21.73 0.209 0.082 -0.846
Si 6.409 -7.103 21.86 0.271 0.278 -0.702
Si 9.795 -3.825 21.599 -0.132 -0.152 -0.745
Si -4.275 -1.675 21.565 0.107 0.147 -0.755
Si -1.204 1.776 21.807 -0.069 -0.366 -0.658
Si -4.094 3.835 21.74 0.1 0.373 -0.617
Si -0.972 7.104 21.751 -0.18 -0.145 -0.695
Si -3.852 -6.594 21.762 -0.101 -0.127 -0.749
Si -1.663 -4.405 21.55 0.012 -0.039 -0.792
Si -7.739 -4.651 -5.321 0.078 -0.045 -0.02
Si 6.041 -3.426 -4.645 -0.048 0.076 0.118
Si -4.736 5.998 -4.881 0.064 0.15 -0.105
Si -5.795 -7.851 23.949 0.091 0.089 -0.193
Si -0.753 -3.766 -5.285 0.117 -0.018 -0.012
Si 4.393 1.522 24.547 -0.014 0.032 -0.07
Si 4.337 -6.72 -6.846 -0.071 -0.018 0.02
Si -8.133 -0.006 -6.948 0.094 -0.053 -0.018
Si 7.433 1.689 -4.484 0.009 -0.125 0.044
Si -6.269 -2.222 -6.493 0 0.005 0.073
Si -4.24 -2.549 -2.775 -0.168 -0.116 -0.008
Si 0.595 4.721 -2.629 -0.154 0.102 0.047
Si 0.919 5.871 26.144 -0.147 0.04 -0.063
Si 5.135 7.007 -5.165 0.058 -0.021 -0.046
Si 4.185 -5.153 -2.73 0.047 0.066 0.076
Si 1.161 0.698 -4.514 0.028 0.095 -0.057
Si -7.662 3.078 -2.143 -0.102 0.058 0.171
Si -5.545 5.438 -2.063 0.16 -0.09 0.019
Si 5.106 -8 -2.393 0.143 -0.027 0.186
Si 3.686 -3.802 -6.176 -0.056 -0.111 -0.005
Si 6.919 4.852 -6.826 -0.091 0.02 -0.04
Si -0.652 -1.114 -6.461 -0.05 0.002 0.042
Si 1.698 -3.842 -3.983 -0.02 0.054 0.101
Si 5.911 -6.513 24.779 0.095 0.024 -0.14
Si -6.555 -4.997 24.395 0.087 -0.023 0.028
Si -1.654 -6.66 25.818 0.083 -0.083 0.113
Si -7.986 4.395 25.759 0.126 -0.009 -0.06
Si -1.667 5.359 -4.716 0.037 -0.054 0.093
Si -2.767 -1.523 24.268 -0.053 -0.184 -0.072
Si 0.648 7.515 -1.948 -0.031 0.054 0.297
Si -0.101 0.11 -1.917 0.137 -0.126 0.094
Si 3.72 0.258 -2.944 -0.185 0.023 0.175
Si -3.767 -5.539 -2.812 0.1 -0.029 -0.03
Si -1.623 6.946 24.736 0.161 -0.034 -0.078
Si -3.711 -1.014 -5.479 0.048 -0.047 0.006
Si -6.354 -4.534 -2.839 0.032 0.066 0.065
Si -2.688 2.845 24.161 0.063 0 -0.227
Si 2.307 6.279 -6.057 -0.075 -0.052 -0.057
Si 2.928 5.325 23.738 -0.031 0.045 -0.118
Si 5.737 4.065 24.427 0.009 0.016 -0.066
Si 3.05 -5.593 23.852 -0.011 0.003 -0.125
Si -7.224 1.641 24.755 0.049 0.053 -0.082
Si 2.112 3.566 -4.918 -0.063 0.017 -0.106
Si 6.338 -0.96 -3.027 0.067 -0.027 0.085
Si -3.742 -4.266 25.581 -0.057 0.123 -0.044
Si -2.049 -6.26 -5.225 -0.103 0.047 0.25
Si 6.752 -0.351 24.575 0.109 0.059 -0.143
Si -0.008 7.975 -4.821 0.098 -0.159 0.089
Si 0.601 -4.924 25.52 -0.022 -0.056 -0.125
Si -6.523 3.84 -6.384 -0.022 0.079 -0.091
Si 4.751 2.43 -4.809 -0.068 -0.051 -0.049
Si -4.609 1.675 -6.62 -0.022 0.028 -0.128
Si -0.16 -2.595 23.715 0.039 -0.015 -0.116
Si -0.626 -2.651 -2.646 0.179 -0.13 0.061
Si 1.365 -1.391 5.456 -0.016 -0.014 -0.016
Si 4.087 1.372 5.43 0.003 -0.001 -0.007
Si 1.384 4.073 5.464 0.002 -0.01 -0.004
Si 4.094 6.771 5.429 -0.013 -0.008 -0.014
Si 1.385 9.5 5.461 0.022 -0.001 -0.014
Si 4.09 12.221 5.463 0.006 -0.003 0.005
Si 6.812 -1.37 5.435 0.001 -0.014 0.002
Si 9.481 1.353 5.426 -0.011 -0.001 -0.003
Si 6.788 4.039 5.414 0.009 -0.004 -0.002
Si 9.531 6.802 5.448 -0.006 0.02 0.011
Si 6.806 9.51 5.427 0.018 -0.001 -0.005
Si 9.512 12.253 5.434 0.011 0.018 -0.002
Si -4.08 -1.355 5.435 0.013 0.018 -0.006
Si -1.379 1.352 5.477 -0.017 0.013 0.019
Si -4.104 4.092 5.455 0.003 0.01 -0.006
Si -1.346 6.835 5.473 0.02 0.015 0.001
Si -4.128 -6.779 5.457 -0.008 -0.02 0.003
Si -1.373 -4.036 5.482 -0.014 -0.003 -0.003
Si 2.721 0.004 6.787 -0.004 0.009 -0.003
Si 5.446 2.706 6.807 -0.004 0.001 0.003
Si 2.732 5.442 6.815 -0.002 0 -0.003
Si 5.45 8.143 6.788 0.004 -0.008 -0.001
Si 2.733 10.865 6.82 -0.013 0.003 0.001
Si 5.448 -2.721 6.802 0.002 0.005 0.002
Si 8.159 -0.013 6.807 0.007 -0.01 0.005
Si 10.847 2.721 6.79 -0.008 0.001 -0.003
Si 8.146 5.426 6.771 -0.001 0.002 -0.007
Si 10.866 8.165 6.823 0.004 -0.002 0.002
Si 8.162 10.876 6.791 0.007 -0.013 -0.005
Si -5.444 -2.713 6.796 -0.017 0.009 0.003
Si -2.742 -0.001 6.823 0.002 0.005 -0.002
Si 0.009 2.711 6.81 0.021 -0.018 -0.003
Si -2.717 5.444 6.802 0.006 0 -0.007
Si 0.011 8.174 6.836 -0.014 0.002 0.004
Si -2.738 -5.429 6.805 0.005 0.011 0
Si 0.001 -2.712 6.842 -0.003 -0.004 0.003
Si 1.368 1.355 8.166 -0.006 0.01 0.003
Si 4.092 4.078 8.164 0.006 0.004 0.007
Si 1.367 6.795 8.175 -0.001 0.007 0.006
Si 4.096 9.503 8.163 -0.007 0.002 -0.002
Si 1.361 -4.095 8.172 -0.019 -0.012 0.003
Si 4.079 -1.358 8.152 -0.002 -0.015 -0.003
Si 6.798 1.347 8.164 -0.01 -0.011 0.005
Si 9.502 4.082 8.153 -0.009 -0.011 -0.002
Si 6.803 6.787 8.151 0.003 0.009 0
Si 9.506 9.522 8.17 -0.009 -0.009 0.011
Si 6.809 -4.081 8.158 0.01 0.014 -0.001
Si -6.795 -1.359 8.167 0.011 0.021 0.005
Si -4.108 1.366 8.161 0.008 -0.016 0
Si -1.359 4.078 8.16 0.002 0 -0.007
Si -4.077 6.804 8.162 0.001 0.017 -0.002
Si -1.367 -6.783 8.168 0.008 -0.007 -0.002
Si -4.093 -4.073 8.165 0 -0.005 -0.004
Si -1.366 -1.347 8.18 0.015 0.012 0.003
Si 0 0.006 9.529 -0.007 -0.002 0.007
Si 2.727 2.721 9.519 0.005 -0.008 -0.001
Si 0 5.435 9.525 0.007 0.008 0.007
Si 2.73 8.154 9.527 -0.004 -0.001 0.005
Si -0.004 -5.439 9.534 -0.006 0.007 0.008
Si 2.721 -2.722 9.514 -0.01 0.003 -0.006
Si 5.438 -0.005 9.522 0.005 0.011 0.001
Si 8.154 2.717 9.518 0.001 -0.002 -0.002
Si 5.447 5.436 9.524 -0.004 0.001 0.002
Si 8.152 8.153 9.518 0.001 0.004 -0.001
Si 5.449 -5.444 9.516 0.004 -0.01 -0.001
Si -8.156 -2.721 9.522 0.008 -0.005 -0.003
Si -5.448 0.004 9.532 -0.015 -0.005 0.004
Si -2.728 2.718 9.511 -0.006 0.001 -0.006
Si -5.447 5.44 9.509 0.001 -0.002 -0.006
Si -2.722 8.164 9.521 0.01 -0.006 -0.003
Si -5.449 -5.437 9.524 0.004 0.001 0.002
Si -2.728 -2.716 9.525 0.007 -0.001 0
Si 1.36 -1.365 10.876 0.002 -0.002 0
Si 4.086 1.363 10.88 -0.012 -0.003 0
Si 1.366 4.077 10.882 -0.004 -0.01 0.001
Si 4.089 6.796 10.887 0.001 0.005 0.002
Si 1.361 9.513 10.88 -0.001 -0.002 0
Si 4.084 -4.081 10.87 -0.001 0.004 -0.009
Si 6.804 -1.359 10.88 -0.011 -0.008 0.001
Si 9.509 1.364 10.886 0.007 0.009 0.004
Si 6.805 4.077 10.884 0.004 -0.002 0.002
Si 9.517 6.798 10.873 -0.007 0.009 -0.001
Si 6.801 9.516 10.882 0.001 -0.009 0.003
Si -6.802 -4.078 10.889 0.001 0.004 0.002
Si -4.085 -1.359 10.887 0.001 0.008 -0.001
Si -1.368 1.364 10.879 0.016 -0.001 0.003
Si -4.088 4.078 10.869 0.005 -0.005 -0.003
Si -1.362 6.801 10.878 -0.007 0.007 0.002
Si -4.085 9.521 10.878 0.004 -0.003 -0.003
Si -1.367 -4.074 10.884 -0.001 -0.004 0.003
Si 2.722 -0.001 12.227 0.007 0.004 -0.006
Si 5.448 2.718 12.245 -0.004 0.001 -0.001
Si 2.727 5.437 12.243 0.007 0.007 -0.001
Si 5.45 8.155 12.247 -0.008 0.011 0.003
Si 2.728 10.876 12.228 -0.016 0.001 -0.007
Si 5.439 -2.719 12.231 0.002 -0.009 -0.001
Si 8.155 0.003 12.249 -0.004 -0.002 0.001
Si 10.872 2.727 12.238 -0.005 -0.013 -0.002
Si 8.166 5.44 12.241 0.006 -0.001 -0.003
Si 10.873 8.159 12.233 0.004 -0.002 -0.003
Si 8.159 10.877 12.242 0.002 -0.001 0.004
Si -5.443 -2.718 12.25 0.002 0.003 0.001
Si -2.728 0.005 12.241 0.004 -0.004 0.003
Si 0.001 2.716 12.235 -0.01 0.012 0.004
Si -2.727 5.435 12.227 -0.009 -0.005 -0.002
Si -0.005 8.159 12.24 0.011 -0.014 0.005
Si -2.728 -5.438 12.236 0.006 0.005 -0.004
Si -0.004 -2.717 12.239 0 0.001 0.003
Si 1.364 1.351 13.587 0.006 -0.012 -0.007
Si 4.1 4.087 13.602 -0.01 -0.015 0.001
Si 1.355 6.795 13.594 -0.004 0.012 0.002
Si 4.087 9.521 13.593 0.001 -0.007 -0.004
Si 1.365 -4.086 13.58 0.008 -0.01 -0.007
Si 4.086 -1.35 13.587 -0.008 0.003 -0.007
Si 6.8 1.36 13.618 -0.007 0.009 0.009
Si 9.522 4.086 13.607 0.002 0.004 -0.005
Si 6.817 6.799 13.609 0.005 -0.006 0
Si 9.52 9.518 13.601 0.004 -0.006 -0.002
Si 6.795 -4.076 13.59 -0.013 0.013 -0.005
Si 9.52 -1.352 13.608 0.005 -0.009 0.001
Si -4.095 1.366 13.597 -0.004 0.012 -0.002
Si -1.365 4.075 13.585 0.014 -0.009 -0.003
Si -4.096 6.786 13.583 0.009 0.01 -0.011
Si -1.367 9.527 13.594 -0.019 0.01 0.001
Si -4.088 -4.089 13.605 0.008 -0.004 0
Si -1.368 -1.357 13.596 -0.001 0.002 0.001
Si -0.005 0.003 14.949 0.011 0.005 0.006
Si 2.74 2.707 14.933 0.001 0.007 -0.002
Si -0.005 5.426 14.947 -0.014 -0.003 -0.003
Si 2.72 8.159 14.94 -0.008 -0.009 -0.002
Si 0.005 -5.435 14.947 0.011 0.007 0.003
Si 2.724 -2.718 14.923 -0.001 -0.001 -0.01
Si 5.435 -0.003 14.975 -0.02 -0.019 0.004
Si 8.165 2.729 14.968 0.012 0.001 -0.007
Si 5.465 5.439 14.975 0.004 0.014 0.005
Si 8.181 8.155 14.972 0 0.006 -0.003
Si 5.446 10.883 14.953 0 0 0.002
Si 8.148 -2.714 14.951 -0.002 -0.009 -0.009
Si -5.446 0.014 14.973 -0.001 0.001 -0.002
Si -2.735 2.73 14.946 -0.004 -0.002 -0.005
Si -5.443 5.444 14.975 0.001 -0.014 0.002
Si -2.744 8.153 14.923 -0.003 -0.009 -0.005
Si -5.451 -5.445 14.97 0.007 0.009 0.006
Si -2.726 -2.725 14.952 -0.002 0.004 0
O 2.672 -0.044 22.129 0.279 0.174 0.604
O -6.727 -6.608 24.399 -0.394 -0.121 -0.008
O 8.144 5.477 22.2 -0.028 0.094 0.521
O -5.488 0.039 -0.42 0.018 0.169 -0.489
O 1.572 2.071 -5.302 -0.216 -0.183 -0.219
O 3.15 6.642 22.825 -0.52 0.23 0.023
O -0.341 -6.128 25.018 -0.084 -0.054 -0.436
O -7.439 -4.248 25.502 0.114 0.386 -0.077
O -1.506 3.26 25.19 0.215 -0.227 -0.045
O -8.1 4.124 -6.155 -0.1 -0.175 0.41
O -4.256 4.702 -1.385 0.439 0.217 -0.418
O 1.513 -7.803 -1.008 0.657 0.105 -0.356
O 0.401 4.131 -1.139 -0.338 -0.2 0.068
O -2.749 -5.504 25.733 -0.005 -0.177 0.323
O -2.718 8.128 -0.25 -0.264 -0.058 -0.506
O -5.277 2.772 22.101 -0.113 0.108 0.251
O -1.168 -1.391 24.07 0.179 0.751 0.318
O -2.745 -5.458 22.22 0.217 -0.007 0.742
O -6.811 1.126 23.276 0.135 -0.385 -0.07
O 2.672 -4.764 -3.122 -0.229 -0.207 -0.02
O 4.431 -4.638 -1.212 0.199 0.072 0.004
O 6.293 -7.279 -1.531 0.036 0.413 -0.484
O 1.636 3.776 -3.399 0.383 -0.23 0.064
O -3.911 -6.243 -1.378 -0.326 -0.027 -0.224
O -1.491 6.525 23.187 -0.098 -0.338 0.069
O -2.735 2.788 -0.368 -0.253 -0.067 -0.459
O -1.095 -3.617 -1.446 -0.208 -0.005 -0.31
O -6.61 7.402 23.062 -0.299 -0.258 0.401
O 7.288 3.671 -1.485 -0.227 -0.122 -0.39
O -6.6 -4.79 -1.263 0.278 -0.479 -0.118
O 4.193 7.39 -1.417 -0.376 -0.062 -0.222
O -3.51 -1.166 22.895 0.418 0.509 0.035
O 1.608 4.819 -5.826 -0.719 -0.104 -0.458
O -7.755 2.41 -3.607 0.426 0.046 -0.367
O 5.419 -2.685 22.195 0.027 0.065 0.393
O -3.436 -3.959 -2.692 0.279 -0.046 0.19
O 2.74 -2.652 -0.437 0.194 0.011 -0.682
O 6.825 -2.276 -3.82 0.517 -0.139 0.056
O 6.816 -1.571 25.617 -0.041 -0.408 -0.243
O -3.258 5.463 -4.509 -0.113 -0.344 0.066
O 0.17 -8.108 22.156 -0.203 0.206 0.162
O -0.92 -3.618 22.74 0.013 -0.057 0.1
O -3.926 -1.787 -1.388 0.108 -0.284 -0.181
O -0.888 1.133 -1.008 -0.176 -0.027 -0.406
O 1.317 7.479 -5.592 0.245 0.238 0.092
O 5.269 8.072 22.124 -0.066 -0.159 0.449
O 0.334 -0.28 -5.486 0.235 0.046 0.082
O -2.182 -7.879 24.911 -0.516 0.219 -0.114
O 2.168 -6.511 22.858 -0.128 -0.064 0.43
O 6.039 -7.828 25.729 0.232 -0.462 -0.15
O -2.08 1.65 23.206 -0.196 -0.314 0.26
O 6.28 2.839 -4.553 0.045 0.409 0.221
O -5.802 -2.994 -2.945 -0.593 0.487 -0.395
O 7.158 -0.894 23.104 0.314 0.283 -0.062
O -3.059 -3.007 24.839 0.175 -0.207 -0.105
O 5.218 0.144 24.574 -0.426 -0.611 -0.182
O 3.699 0.537 -1.347 -0.073 -0.219 -0.067
O -7.21 -0.987 -6.038 -0.299 0.006 0.761
O -8.135 -2.797 -0.441 0.103 -0.061 -0.516
O -6.114 1.291 25.884 0.036 -0.484 0.087
O 5.318 2.695 25.171 0.225 -0.061 0.746
O 6.865 4.875 25.258 -0.192 0.543 0.228
O -7.09 -4.482 22.966 -0.628 -0.413 0.203
O 1.143 -0.567 -1.118 0.342 0.136 -0.192
O 0.048 2.782 22.175 0.21 0.022 0.035
O -3.28 2.595 -6.645 0.059 -0.242 0.053
O -5.948 2.37 -6.014 -0.494 -0.472 0.239
O 6.167 5.922 -5.836 0.214 -0.142 0.155
O 5.511 5.371 -0.497 -0.111 0.02 -0.236
O -5.429 -2.71 22.077 -0.051 0.001 0.287
O 2.13 -5.202 25.109 0.148 0.088 0.411
O 6.457 -5.258 25.647 -0.269 0.359 0.241
O 6.377 3.682 22.991 0.141 -0.652 0.031
O -5.007 -4.663 24.669 -0.018 -0.201 -0.485
O -0.201 6.885 25.534 0.013 0.399 0.19
O -7.52 -5.938 -6.249 -0.083 -0.285 0.378
O 4.999 -7.906 -5.966 0.368 0.196 0.18
O 4.949 -2.911 -5.705 0.076 0.703 -0.397
O -1.881 -4.761 -5.81 -0.262 0.101 -0.614
O -0.628 -6.989 -5.393 0.324 0.263 -0.146
O -5.38 7.691 25.294 0.234 -0.031 0.141
O -0.815 4.787 -3.45 -0.069 -0.334 0.459
O 0.483 -4.64 -4.701 0.109 -0.587 -0.343
O -0.295 -2.697 -6.395 0.437 -0.178 -0.415
O -2.655 -6.274 -3.725 0.355 -0.566 0.367
O 4.103 1.906 23.007 0.148 0.63 0.045
O -6.623 4.279 -2.311 0.023 0.132 -0.327
O 3.884 -5.418 -5.983 -0.061 -0.145 0.277
O -2.205 -0.957 -6.061 -0.085 0.076 -0.021
O -6.109 6.498 -1.02 0.386 -0.002 -0.143
O 3.526 -4.274 23.052 -0.231 0.347 0.458
O -6.61 -3.556 -5.674 0.338 -0.094 0.246
O 2.495 2.65 -0.396 0.056 -0.021 -0.131
O -7.665 -4.856 -3.714 -0.291 -0.116 0.285
O 5.319 -4.439 -3.617 0.35 -0.234 0.118
O -3.218 4.011 23.131 0.311 0.561 0.378
O 6.694 -0.959 -1.456 -0.102 0.261 -0.068
O -5.257 -5.574 -3.441 -0.054 -0.217 -0.277
O 5.597 7.408 -3.651 0.533 -0.351 0.142
O 3.727 3.647 -5.004 0.347 0.589 -0.044
O -7.048 5.709 25.978 -0.168 0.179 -0.288
O -1.041 -1.139 -2.299 -0.746 0.082 -0.425
O 6.765 -6.621 23.392 0.458 0.099 0.246
O -8.047 8.075 -0.319 0.108 0.017 -0.291
O -3.267 -0.429 25.319 -0.187 0.365 -0.258
O 1.96 5.552 24.979 0.08 0.017 0.062
O -5.304 6.319 -3.397 -0.334 0.503 -0.041
O 2.184 4.212 22.844 0.202 -0.262 0.273
O 7.09 -4.163 -5.608 -0.245 -0.057 -0.533
O 7.721 0.85 25.058 -0.206 0.296 0.189
O -7.407 3.269 24.738 0.348 0.317 -0.344
O -5.679 4.848 -5.473 -0.129 -0.18 0.234
O 4.747 1.586 -6.193 -0.259 -0.441 -0.036
O 0.261 1.005 -3.208 -0.257 0.398 -0.038
O -4.54 -7.283 23.08 0.007 -0.447 0.188
O -2.735 5.994 25.41 -0.407 -0.43 -0.454
O 4.398 4.929 24.248 0.077 0.132 0.38
O -3.058 -6.96 -6.247 -0.512 -0.423 0.25
O 0.226 -3.448 25.008 0.08 0.172 0.419
O 2.51 -3.222 -5.227 -0.085 0.535 -0.061
O -7.158 1.902 -1.172 -0.259 -0.069 -0.34
O -1.524 4.435 -6.03 0.645 -0.033 0.044
O 4.351 -6.354 24.403 -0.104 -0.157 -0.089
O 4.29 1.639 -3.512 -0.102 0.226 0.213
O -0.648 6.929 -1.155 -0.15 -0.462 -0.296
O -1.131 6.84 -5.008 -0.422 0.421 -0.178
O 0.25 -7.993 -3.268 -0.245 0.559 0.128
O 1.14 -1.965 23.017 0.373 -0.177 0.218
O 0.097 -5.605 -0.398 -0.032 -0.063 -0.299
O 2.43 -0.077 -3.856 -0.011 -0.308 -0.301
O 0.973 -2.782 -2.977 0.309 0 0.428
O -4.307 0.474 -5.597 0.041 0.211 0.491
O 7.822 1.247 -5.989 -0.013 0.522 -0.398
O 6.948 0.363 -3.698 0.224 0.018 -0.039
O 3.647 6.37 -5.16 -0.099 -0.015 0.182
O 4.727 -0.974 -3.166 -0.214 -0.627 -0.074
O -4.684 -1.956 -6.368 0.218 -0.225 -0.44
O -1.377 -2.968 -4.03 -0.697 0.241 0.012
O -4.767 7.186 -5.991 0 0.145 0.088
O 3.016 1.388 25.385 -0.334 -0.022 -0.209
O 1.359 6.158 -2.478 0.782 0.052 -0.395
O 4.233 -6.752 -2.921 -0.395 -0.123 -0.397
O -3.954 2.448 25.079 -0.364 -0.093 -0.002
O -3.797 -1.555 -3.962 0.286 0.283 0.172

Results
total energy: -101653.623 eV
total energy less fixed offsets of O -438.25, Si -107.07 eV per atom: -0.423 eV
